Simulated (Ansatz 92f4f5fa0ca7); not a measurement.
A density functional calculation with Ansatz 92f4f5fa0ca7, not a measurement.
Periodic cell of 215 atoms, Si132O82B1, from a study of silicon, its oxide and their interface. The atomic structure is a simulated model.
Doubt: the cutoff is far below the 930 eV that the study's wrapper takes by default for these files, so forces and energies are approximate.
This geometry differs little from another in the collection (a relaxation step or a small displacement).

Settings: functional PBE; potential files Ansatz PAW; basis plane waves; wave-function cutoff 580 eV; density cutoff ratio 5; exchange-correlation grid ratio 1; k mesh 1 x 1 x 1, Gamma-centred; self-consistency stop 5e-08 eV per atom in the density residual; occupations fixed; spin none; net charge -1 e, with a uniform compensating background and no finite-size correction.

Cell vectors (angstrom)
a 10.938 0 0
b 0 10.938 0
c 0 0 31.5432

Atoms: element, x, y, z (angstrom)
Si 10.435 0.5735 24.3611
Si 6.042 10.4973 24.1717
Si 2.1306 3.2464 24.1023
Si 8.7046 2.2561 24.3295
Si 0.5015 5.0496 24.1864
Si 5.0515 5.8909 24.2123
Si 3.398 7.648 24.1822
Si 7.8291 8.8243 24.0155
Si 1.3432 1.4783 25.4759
Si 6.919 1.2982 25.5179
Si 4.0261 4.0994 25.3461
Si 9.6696 4.0929 25.4476
Si 1.4982 6.8132 25.3885
Si 6.8977 6.9417 25.2612
Si 4.2335 9.526 25.3755
Si 9.5278 9.6402 25.4558
Si 2.7785 0.0066 26.6718
Si 8.2233 -0.0288 26.9688
Si 0.0202 2.7654 26.947
Si 5.4488 2.733 26.6873
Si 2.7602 5.4374 26.8625
Si 8.2265 5.522 26.6545
Si 0.0418 8.2111 26.6732
Si 5.5609 8.1895 26.8269
Si 4.1101 1.3698 28.1021
Si 9.594 1.3671 28.2663
Si 1.3962 4.1204 28.2652
Si 6.8336 4.1336 28.0479
Si 4.1597 6.8159 28.1753
Si 9.5982 6.8532 28.0781
Si 1.3896 9.5894 28.0755
Si 6.8551 9.5341 28.2719
Si 0.044 -0.0245 29.5646
Si 5.4457 0.0093 29.5206
Si 2.7724 2.7145 29.5629
Si 8.1682 2.7688 29.4992
Si -0.0131 5.5086 29.5223
Si 5.5078 5.4408 29.542
Si 2.7516 8.2168 29.4737
Si 8.263 8.1636 29.5689
Si 1.3993 1.3512 30.9339
Si 6.8145 1.3794 30.8689
Si 4.1296 4.087 30.9428
Si 9.5503 4.1219 30.8588
Si 1.3753 6.8655 30.8605
Si 6.8655 6.8081 30.925
Si 4.0889 9.5772 30.8793
Si 9.6057 9.5496 30.9526
Si 2.7494 -0.0305 0.7608
Si 8.1535 -0.0024 0.712
Si -0.0289 2.7517 0.6855
Si 5.4734 2.6805 0.7656
Si 2.722 5.5088 0.7138
Si 8.2211 5.4321 0.7495
Si 0.0645 8.186 0.7685
Si 5.4655 8.2136 0.7041
Si 4.1347 1.2822 2.1513
Si 9.5261 1.3793 2.0411
Si 1.3242 4.1345 2.0586
Si 6.8514 4.0497 2.1005
Si 4.0565 6.916 2.0939
Si 9.6078 6.8017 2.0892
Si 1.4351 9.5298 2.1621
Si 6.7713 9.5911 2.1288
Si -0.039 -0.0069 3.3458
Si 5.3202 -0.1696 3.6781
Si 2.6887 2.7102 3.3419
Si 8.175 2.6642 3.5191
Si 0.0046 5.4777 3.5404
Si 5.4466 5.4843 3.3235
Si 2.8947 8.3407 3.674
Si 8.2112 8.185 3.3756
Si 1.3369 1.3161 4.692
Si 6.8024 1.2628 4.9196
Si 4.0577 4.1175 4.6326
Si 9.5346 4.0579 4.8962
Si 1.3975 6.9038 4.9005
Si 6.7848 6.8485 4.6902
B 4.1007 9.5543 4.894
Si 9.5679 9.5682 4.7363
Si 2.7796 -0.1065 5.9695
Si 8.2253 -0.1351 6.2665
Si -0.0076 2.6272 6.1789
Si 5.3815 2.7767 6.0669
Si 2.7496 5.4218 6.1389
Si 8.0784 5.4596 6.1468
Si -0.007 8.3013 6.227
Si 5.4002 8.2911 6.0095
Si 3.4775 1.8618 7.0993
Si 10.056 0.8067 7.4413
Si 1.7946 3.6121 7.3141
Si 6.194 4.5722 7.3458
Si 4.6391 6.3814 7.1838
Si 9.1171 7.2204 7.2851
Si 0.9732 10.1638 7.4431
Si 7.311 8.8868 7.4071
O 4.5852 6.6572 8.827
O 1.4271 3.9437 8.9172
O 9.6897 6.5672 8.7128
O 1.3337 10.1128 9.103
O 6.0831 4.2653 8.9979
O 3.6859 1.5702 8.7106
O 7.0829 8.9538 9.0816
O 9.6766 1.0743 9.0494
O 8.2481 2.5438 22.7632
O 10.9955 5.5387 22.6568
O 5.6165 0.0781 22.6542
O 5.2836 5.3912 22.6411
O 2.1545 2.8093 22.4878
O 3.3307 7.8613 22.5249
O 8.3803 8.7391 22.4288
O -0.1591 11.2304 22.7707
Si 2.144 2.9745 12.8618
Si 8.6774 1.3008 10.3063
Si 1.0576 4.494 15.3368
Si 7.5471 5.5684 12.181
Si 2.4173 8.1782 21.2237
Si 5.4215 7.7807 12.4286
Si 9.2689 0.4569 15.4733
Si 2.9182 -0.0499 16.6501
Si 10.4484 1.1664 12.5741
Si 7.765 2.8261 21.2529
Si 9.1399 8.7838 14.4267
Si 1.4894 4.7766 10.3095
Si 4.4798 9.4802 19.1407
Si 11.0752 6.0921 21.1311
Si 6.6194 10.4436 14.8232
Si 5.3869 0.7249 21.1902
Si 2.3495 9.8265 10.3509
Si 0.4299 10.6365 21.4014
Si 5.8463 5.2514 21.1364
Si 3.6606 7.0924 10.0619
Si 9.037 5.6864 14.8298
Si 3.6564 4.0839 19.0875
Si 10.0279 3.6587 19.3257
Si 4.262 8.6596 15.3276
Si 0.4519 1.9126 17.1549
Si 6.794 7.5309 19.2619
Si 5.2558 3.6186 16.7317
Si 7.7821 5.0116 17.528
Si 6.6531 9.9131 10.3218
Si 4.3654 1.0636 10.0618
Si -0.0328 9.0932 11.8699
Si 9.1025 8.6295 20.9595
Si 4.5472 1.6642 14.5638
Si 2.4474 2.0894 21.058
Si 6.3289 3.3519 10.3187
Si 3.429 5.9135 16.7165
Si 9.8789 6.543 10.3126
O 0.1139 2.6185 18.5869
O 2.9321 9.6277 15.5678
O 10.8578 4.805 20.1475
O 7.5667 2.3976 9.8831
O 10.9398 5.3535 10.7395
O 6.595 6.7248 12.8458
O 10.3264 8.064 10.7523
O 7.6723 9.4586 13.9746
O 8.4354 6.2112 10.9863
O 5.3476 10.4865 20.0754
O 2.1667 3.757 11.4212
O 7.9786 8.5404 19.7704
O 6.2063 6.7297 20.5604
O 5.5032 2.7119 15.3996
O 1.3061 0.9297 20.7127
O 6.0643 9.0469 11.5947
O 4.6171 4.9838 16.1021
O 6.5952 3.8988 17.6242
O 10.5045 10.6672 11.8073
O 5.5788 0.4974 13.9789
O 8.0187 5.1092 15.9364
O 9.7433 9.8197 15.5494
O -0.4046 5.1462 15.1275
O 1.5726 6.8302 20.8158
O 1.5049 0.6335 17.1717
O 6.6003 1.7592 20.8263
O 0.9961 1.8022 12.8033
O 3.2402 5.494 18.3117
O 9.5016 2.0073 11.5501
O 1.0121 3.1008 16.1875
O 8.5664 5.1237 13.3799
O 10.2851 8.5703 13.2836
O 1.4463 9.3994 21.6832
O 10.0769 9.9352 20.6251
O 3.1734 0.2334 10.8612
O 5.0572 2.3873 10.7679
O 1.7296 4.143 13.9102
O 7.9215 10.8501 10.787
O 9.1295 4.462 18.233
O 5.6418 9.4869 15.7458
O 5.5223 -0.0215 9.7357
O 3.5797 2.3064 13.3872
O 1.9749 5.6418 16.0377
O 9.7063 1.0703 14.0239
O 4.4119 6.9251 11.4911
O 4.752 4.4963 20.2089
O 9.9548 1.3316 16.6396
O 6.6845 4.3021 11.6128
O 5.585 8.403 18.587
O 9.0703 2.7355 20.2757
O 3.6078 1.1266 15.7776
O 4.2164 3.0768 17.899
O 9.9209 7.2173 20.9044
O 3.3689 8.6765 9.8244
O 3.9355 7.4194 16.3483
O 7.6343 0.4748 15.6837
O 8.9281 7.3017 15.0235
O 3.9342 1.4443 21.1552
O 1.5897 9.1638 11.6638
O 2.347 6.1478 10.1255
O 7.3448 6.4525 18.1622
O 7.2088 4.3561 21.1286
O 4.5514 8.2319 13.7637
O 3.3322 8.6554 19.9651
O 2.4947 3.2379 19.8744
O 3.7386 10.3517 17.9668

Results
free energy: -130699.919 eV
free energy less fixed offsets of B -154.04, O -568.88, Si -635.61 eV per atom: 2.801 eV

Forces (eV/angstrom), in the order of the atoms: element, x, y, z
Si -0.0037 0.0015 0.0048
Si 0.0011 -0.0046 0.0036
Si -0.0016 0.0029 0.0052
Si 0.0039 -0.002 0.0038
Si 0.0028 -0.0028 0.0034
Si -0.002 0.0019 0.0049
Si 0.0018 -0.0021 0.0045
Si -0.0019 0.0019 0.0054
Si -0.002 0.0016 0.0033
Si 0.0021 -0.0017 0.0045
Si -0.0002 -0.0001 0.0017
Si -0.0002 -0.0013 0.0036
Si 0.0008 -0.0007 0.0023
Si -0.0012 -0.0002 0.0004
Si 0 0 0.0013
Si -0.0019 0.0012 0.0038
Si 0.0006 0.0004 -0.001
Si 0.0014 0.0013 -0.0152
Si 0.0011 0.0001 -0.0131
Si -0.0011 0.0002 -0.0004
Si -0.0019 -0.0009 -0.0095
Si 0.0012 0.0007 -0.0009
Si -0.0001 0.0007 -0.0005
Si 0.0023 0.0019 -0.0074
Si 0.001 0.0008 0.0015
Si -0.0001 -0.0004 0.0081
Si 0.0033 0.0005 0.0062
Si 0.0008 -0.0023 0.0024
Si -0.0015 0.0021 0.0091
Si 0.0001 0.0003 0.0023
Si -0.001 -0.0008 0.0021
Si -0.0035 -0.001 0.0068
Si 0.002 -0.0012 -0.0022
Si -0.0016 0.001 -0.0015
Si 0 -0.0018 -0.0025
Si -0.003 0.003 -0.0019
Si -0.0035 0.0022 -0.0012
Si 0.0022 -0.0017 -0.0017
Si -0.0003 0.0015 -0.0018
Si 0.0025 -0.0037 -0.0019
Si -0.0015 0.0018 0.0014
Si 0.0019 -0.0018 0.0006
Si -0.0013 0.0023 0.0024
Si 0.0021 -0.0021 0.0008
Si 0.0027 -0.0019 0.0005
Si -0.0018 0.0027 0.0009
Si 0.0011 -0.0023 -0.0002
Si -0.0013 0.0033 0.0026
Si -0.0007 0.0012 -0.0036
Si 0.0011 -0.0004 -0.0005
Si 0.001 0 0.0007
Si 0.0011 0.002 -0.0026
Si -0.0017 -0.0026 -0.0009
Si -0.0003 0.0003 -0.0012
Si -0.0032 -0.0021 -0.003
Si 0.0013 0 -0.0012
Si 0.0006 -0.001 0.0066
Si -0.0004 0.0014 0.0008
Si -0.001 0.0007 0.0031
Si 0.0005 -0.0006 0.0053
Si -0.0007 0.0035 0.0029
Si 0.0001 -0.0012 0.0035
Si 0.0035 0.0019 0.0076
Si 0.0009 0.0012 0.0037
Si -0.0066 0.0003 -0.0031
Si -0.0022 -0.0075 -0.0081
Si -0.0052 0.0033 -0.0083
Si 0.0007 0 -0.0079
Si 0.001 -0.0036 -0.0084
Si 0.0034 -0.0036 -0.0035
Si -0.0408 -0.0439 -0.0375
Si 0.0011 0.0037 -0.0049
Si 0.0056 -0.0056 0.0081
Si -0.0015 -0.0018 0.0027
Si 0.0031 -0.0005 0.0088
Si -0.0007 0.0005 0.006
Si 0.0046 0.0055 -0.0018
Si -0.0035 0.0002 0.0078
B 0.0387 0.0575 0.0689
Si 0.002 -0.0007 0.0013
Si 0.0112 -0.0067 -0.0126
Si -0.0004 -0.001 0.0005
Si -0.003 0.0034 -0.0008
Si -0.0102 0.003 0.0038
Si 0.0055 -0.0014 0.0006
Si -0.0001 -0.0008 0.0018
Si -0.0037 0.0037 0.0045
Si -0.0104 -0.0002 -0.0144
Si 0.0109 -0.0026 -0.018
Si 0.0022 -0.0026 -0.0052
Si -0.0029 0.0002 -0.005
Si 0.0034 0.003 -0.0093
Si -0.0004 -0.0046 -0.0087
Si -0.0007 0.0005 -0.0081
Si -0.0024 -0.002 -0.0116
Si 0.0033 0.0016 -0.0073
O -0.0025 0.003 0.008
O -0.0009 0.0016 0.0081
O 0.0017 -0.0014 0.0092
O 0.0035 -0.0007 0.011
O -0.0001 -0.0029 0.0109
O -0.002 0.0005 0.0086
O -0.002 0.0011 0.0066
O -0.0034 0.0018 0.0084
O -0.0019 0.0015 -0.006
O -0.0011 0.002 -0.006
O -0.0013 0.0024 -0.0056
O 0.0019 -0.0016 -0.0071
O 0.0011 -0.0027 -0.0078
O -0.002 0.0017 -0.0072
O 0.0024 -0.0009 -0.0074
O 0.0024 -0.0017 -0.0067
Si -0.0003 0.0001 -0.0049
Si 0.0014 -0.0006 -0.0079
Si 0.0002 -0.0004 -0.0016
Si -0.0008 -0.0006 -0.0046
Si 0.0011 -0.0008 0.0059
Si -0.0003 -0.0003 -0.0047
Si 0.0007 0.0006 -0.0019
Si 0.0004 -0.0001 0.0012
Si -0.0003 0.0002 -0.0039
Si 0 -0.001 0.0062
Si 0.0009 -0.0002 -0.0026
Si -0.0002 -0.0005 -0.0079
Si 0.0001 -0.0006 0.0038
Si 0 -0.0001 0.0061
Si 0 -0.0004 -0.0014
Si 0.001 0 0.0059
Si -0.0024 0.0015 -0.0075
Si -0.0013 0.0011 0.0052
Si -0.0008 0.0005 0.0069
Si 0.0018 -0.0014 -0.0074
Si -0.0006 -0.0004 -0.0025
Si -0.0002 -0.0006 0.0043
Si -0.0001 0.0003 0.0038
Si 0.0003 -0.0004 -0.0021
Si -0.0002 0.0004 0.0014
Si 0.0004 0.0007 0.0035
Si -0.0001 -0.0002 0.0006
Si 0.0006 0.0007 0.0014
Si 0.001 -0.0013 -0.006
Si -0.0004 0.0004 -0.0038
Si 0.0018 0.0002 -0.0048
Si -0.0007 0.0006 0.006
Si -0.0009 0.0003 -0.0022
Si -0.0011 0.0007 0.0066
Si -0.0013 0.0032 -0.008
Si 0 -0.0003 0.001
Si -0.0001 -0.0005 -0.009
O 0.0005 -0.0007 -0.0016
O 0 -0.0002 0.0001
O -0.0005 -0.0012 -0.0021
O 0.0015 -0.0006 0.0025
O -0.0004 0.0001 0.002
O 0.0004 0 0.0016
O 0.0009 0.0018 0.0031
O -0.0002 0.0003 0.0012
O -0.0017 -0.0007 0.0038
O -0.0003 -0.0011 -0.0023
O 0.0007 -0.0016 0.0038
O -0.0013 -0.0006 -0.0022
O 0.0005 0.0008 -0.0023
O 0 0 0.0005
O 0.0003 0.0001 -0.0019
O -0.0009 -0.001 0.0034
O -0.0001 0.0002 0
O -0.0002 -0.0002 -0.0005
O 0 -0.0009 0.0023
O 0.0002 0 0.0009
O -0.0002 -0.0001 0.0003
O -0.0001 0.0001 0.0007
O 0.0005 -0.0001 0.0007
O -0.0001 -0.0002 -0.0018
O 0.0001 0 -0.0004
O -0.0002 0.0001 -0.002
O -0.0002 -0.0002 0.0016
O 0.0001 0.0004 -0.0016
O 0.0011 -0.0001 0.0033
O 0 0.0001 0.0001
O 0.0006 0.0004 0.0024
O -0.0013 0.0003 0.0025
O 0.0003 -0.0003 -0.0016
O 0 -0.0001 -0.0019
O -0.0003 -0.0004 0.0032
O -0.0002 0.0001 0.0038
O -0.0004 0.0004 0.0022
O 0 0.0003 0.0024
O -0.0008 0.0003 -0.0014
O 0.0001 0.0002 0.0006
O 0.001 -0.0018 -0.0001
O 0.0005 -0.0004 0.0021
O -0.0001 0 0.0001
O -0.0004 -0.0003 0.0024
O 0.0015 0.0004 0.0035
O -0.001 -0.0005 -0.0026
O -0.0003 -0.0003 0
O 0.0009 0.0014 0.0029
O -0.0001 -0.0001 -0.0011
O 0.0012 0.0004 -0.0023
O 0.0001 -0.0002 0.0004
O 0.0004 0.0001 -0.0013
O -0.0001 0 -0.0018
O 0 0.0002 0.0025
O -0.0002 -0.0002 -0.0001
O -0.0002 -0.0001 0.0004
O 0 0.0001 0.0011
O -0.0002 0.0002 -0.0019
O -0.0028 -0.0003 0.0031
O -0.0006 -0.0007 0.0024
O 0.0002 -0.0012 -0.0013
O -0.0002 0.0005 -0.0022
O -0.0007 0.0005 0.0028
O 0.001 0.0008 -0.0024
O 0.0007 0.0012 -0.0026
O -0.0008 0.0007 -0.0018

The program warned: the cutoff lies below the one the program advises for these potential files; the forces do not sum to zero within the program's tolerance; the exchange-correlation potential is rough where the density is thin.
